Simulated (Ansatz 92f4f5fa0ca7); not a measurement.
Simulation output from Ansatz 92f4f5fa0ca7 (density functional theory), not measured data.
Periodic cell of 225 atoms, Si132O91B2, from a study of silicon, its oxide and their interface. The atomic structure is a simulated model.
Doubt: the cutoff is far below the 930 eV that the study's wrapper takes by default for these files, so forces and energies are approximate.
This geometry differs little from another in the collection (a relaxation step or a small displacement).

Settings: functional PBE; potential files Ansatz PAW; basis plane waves; wave-function cutoff 580 eV; density cutoff ratio 5; exchange-correlation grid ratio 1; k mesh 1 x 1 x 1, Gamma-centred; self-consistency stop 5e-08 eV per atom in the density residual; occupations fixed; spin none; net charge 0.

Cell vectors (angstrom)
a 10.938 0 0
b 0 10.938 0
c 0 0 31.9494

Atoms and the computed forces on them: element, x, y, z (angstrom), force x, y, z (eV/angstrom)
Si 10.6196 0.0279 24.4276 -0.0134 -0.0071 -0.0092
Si 5.0771 0.1592 24.6603 0.0033 0.0104 -0.0094
Si 2.8078 2.3114 24.5246 0.0094 0.0019 -0.0044
Si 8.5676 2.4638 24.5601 0.0018 0.0008 -0.0158
Si 10.7081 5.6117 24.3364 0.0123 0.0152 -0.0162
Si 5.153 5.638 24.4431 -0.0055 -0.0045 -0.0039
Si 2.9813 7.9761 24.393 -0.0045 -0.0068 -0.0235
Si 8.4204 7.8556 24.4144 0.0069 0.0167 -0.007
Si 1.2925 1.147 25.8453 0.0034 0.0083 -0.0065
Si 6.8166 1.3532 25.7427 -0.0156 0.0042 0.0046
Si 3.9814 4.0291 25.7229 0.0055 -0.0019 -0.0015
Si 9.6894 4.0442 25.8489 -0.0022 0.004 0.0002
Si 1.3409 6.8138 25.6693 -0.0122 0.001 0.0073
Si 6.805 6.7401 25.7439 -0.0018 0.0023 -0.01
Si 4.0042 9.4868 25.9398 0.0031 0.0154 -0.0026
Si 9.482 9.4605 25.8078 -0.0057 -0.001 0.0013
Si 2.6422 -0.1209 27.285 0.0029 -0.0023 -0.0039
Si 8.1352 -0.0513 27.1495 0.0224 0.0117 -0.0046
Si 0.078 2.6729 27.2076 -0.0155 -0.0071 0.0036
Si 5.4503 2.7412 27.1119 -0.0167 -0.0139 0.001
Si 2.6682 5.4291 27.1078 0.004 0.019 0.0048
Si 8.1911 5.3852 27.1318 0.0002 -0.004 0.0158
Si 0.0111 8.1659 27.1332 0.0056 0.0044 0.0038
Si 5.512 8.1585 27.1697 -0.0087 -0.0072 0.0079
Si 4.0908 1.3365 28.4985 0.0132 0.0097 -0.0066
Si 9.5472 1.3355 28.5037 -0.0125 -0.0168 -0.0024
Si 1.3913 4.075 28.5635 0.0149 -0.0026 0.0112
Si 6.8153 4.0695 28.5265 -0.0054 -0.0008 0.0069
Si 4.0921 6.7885 28.4834 -0.007 -0.0215 -0.0038
Si 9.5599 6.7908 28.486 0.0037 -0.0105 -0.0027
Si 1.305 9.4882 28.622 -0.0197 -0.0218 0.0196
Si 6.8254 9.5405 28.5619 -0.0017 -0.0038 0.0119
Si -0.0277 -0.0035 29.9146 0.0139 0.0007 -0.0103
Si 5.4644 -0.0036 29.8965 -0.0063 -0.008 0.0006
Si 2.7659 2.7143 29.9032 -0.0108 0.0059 0.0002
Si 8.2015 2.7183 29.8874 -0.0066 0.0096 0.0007
Si -0.0005 5.4558 29.8911 -0.0098 0.0027 -0.0001
Si 5.4648 5.457 29.8881 0.0095 -0.0008 -0.0046
Si 2.757 8.1579 29.9058 -0.0033 0.0191 -0.0094
Si 8.2258 8.1807 29.8893 -0.0084 0.0002 0.0044
Si 1.3673 1.3673 31.2657 0.0876 0.0662 -0.0819
Si 6.8362 1.3673 31.2657 0.0302 0.0043 -0.038
Si 4.1018 4.1018 31.2657 0.0773 -0.0484 0.048
Si 9.5708 4.1018 31.2657 -0.0895 -0.0896 -0.0955
Si 1.3673 6.8362 31.2657 0.0289 -0.1415 0.0174
Si 6.8362 6.8362 31.2657 0.0303 -0.0031 -0.1328
Si 4.1018 9.5708 31.2657 -0.0302 -0.0395 -0.0461
Si 9.5708 9.5708 31.2657 -0.1873 -0.1355 0.1174
Si 2.7345 0 0.6835 0.0455 0.0226 0.0032
Si 8.2035 0 0.6835 0.005 0.0196 -0.0904
Si 0 2.7345 0.6835 0.101 0.0607 0.0454
Si 5.469 2.7345 0.6835 0.0223 -0.0026 0.0642
Si 2.7345 5.469 0.6835 -0.0221 -0.0757 -0.046
Si 8.2035 5.469 0.6835 0.0907 0.0882 -0.0219
Si 0 8.2035 0.6835 0.0847 0.047 0.0731
Si 5.469 8.2035 0.6835 0.1046 0.07 0.0834
Si 4.1201 1.3541 2.0644 -0.0094 -0.0001 -0.0266
Si 9.6158 1.3302 2.0432 -0.0066 0.0062 0.0203
Si 1.3713 4.1177 2.0578 0.0188 0.0116 -0.0087
Si 6.8505 4.1074 2.0338 -0.0132 0.0133 0.0288
Si 4.1038 6.832 2.0454 0.0084 -0.009 0.0159
Si 9.6045 6.818 2.0644 -0.0105 -0.003 -0.0281
Si 1.3705 9.5902 2.0502 0.0087 -0.0089 0.0183
Si 6.8494 9.5911 2.0481 -0.0101 -0.0349 0.0018
Si 0.0541 0.0141 3.4812 0.001 0.0131 0.0073
Si 5.4997 0.0001 3.4538 0.0038 0.0261 -0.0109
Si 2.7344 2.7364 3.3974 0.017 -0.0321 0.001
Si 8.2812 2.7582 3.3385 0.0172 0.0045 -0.0384
Si 0.0689 5.5066 3.482 0.0025 0.0111 -0.0019
Si 5.5049 5.4929 3.4081 -0.0069 0.0123 -0.0038
Si 2.7447 8.2292 3.3903 -0.0132 0.004 0.0006
Si 8.2941 8.276 3.3768 0.0416 0 0.0145
Si 1.4162 1.4125 4.8588 -0.0215 0.0298 -0.0134
Si 6.9566 1.4193 4.704 -0.0346 -0.0221 0.0057
Si 4.0904 4.1113 4.7331 -0.0566 0.1199 0.0328
Si 9.6558 4.0456 4.7636 -0.0027 0.0287 -0.0073
Si 1.408 6.9678 4.8659 -0.0014 -0.0303 0.0068
Si 6.906 6.949 4.6847 -0.1088 0.0383 0.0692
Si 4.1066 9.5336 4.7942 0.0345 -0.036 0.0384
Si 9.6747 9.5523 4.8688 -0.0212 -0.018 -0.014
Si 2.7796 -0.0115 6.1756 0.02 -0.0142 -0.0577
Si 8.3249 0.0805 6.1025 0.0462 0.0181 0.0152
Si 0.0753 2.7867 6.2984 -0.0011 -0.0354 0.0323
Si 5.5512 2.7709 6.0197 -0.0385 -0.1443 -0.0887
Si 2.8626 5.6317 6.1368 0.2955 0.0372 0.1668
Si 8.3285 5.5703 5.9343 0.0667 0.0066 -0.0631
Si 0.1054 8.2987 6.4378 0.0129 0.0323 -0.0388
Si 5.4973 8.1982 6.1837 -0.0124 -0.196 0.1458
Si 4.4632 1.1402 7.3051 0.0249 -0.002 0.0737
Si 9.8514 1.1418 7.6412 -0.0227 0.0175 -0.0085
Si 1.2457 4.5147 7.4874 0.0508 0.0762 -0.0757
Si 6.7162 4.4455 7.1352 -0.1251 0.2591 0.3805
B 4.6511 6.4448 6.9311 0.2848 -0.321 -0.1471
Si 9.7583 6.5978 7.5166 -0.0117 -0.0368 0.073
Si 1.3517 9.9364 7.8299 -0.0187 -0.1 0.0831
Si 6.7314 9.8971 7.3885 -0.1182 -0.0866 -0.074
O 9.5804 1.2639 23.978 0.011 0.0087 0.0093
O 4.098 6.8237 23.9315 0.0045 0.0078 0.0079
O 4.006 1.2662 24.0225 -0.0027 -0.0041 0.0058
O 9.5392 6.7259 23.8911 -0.0008 -0.0036 0.01
O 0.0167 5.5268 8.0086 -0.0361 0.0381 -0.0073
O 5.5976 0.0728 7.8918 -0.0229 0.0145 -0.0263
O 0.1103 0.0933 8.2216 0.0847 -0.0338 -0.0278
O 5.5101 5.5684 7.5381 -0.2821 0.2897 -0.1488
O 7.4854 4.0023 8.5119 -0.0944 0.0474 -0.3028
O 8.7199 6.9998 8.7695 0.0028 0.0185 -0.0006
O 2.2895 9.4266 9.1489 -0.0182 0.0376 -0.0271
O 8.8923 1.7237 8.8954 0 -0.0111 -0.0123
O 7.6448 9.4366 8.6827 0.0399 -0.0397 0.06
O 3.6599 1.8042 8.5749 -0.0129 -0.0117 0.011
O 2.1001 3.9991 8.8059 0.0057 -0.0185 0.0188
O 8.1441 3.5166 23.3511 0.0008 -0.0015 0.0119
O 0.4546 4.96 22.9535 -0.0055 0.0007 0.0054
O 1.8615 2.741 23.2444 0.0008 -0.0045 0.0145
O 5.8307 4.9343 23.1106 -0.0033 0.0041 0.0063
O 5.5474 10.0437 23.4928 -0.0048 0.0001 0.0078
O 2.4276 8.7068 23.0061 0.0031 0.0004 0.0144
O 0.176 10.0918 23.0946 -0.0002 0.0031 0.0076
O 7.8013 8.6142 23.0731 0 -0.0052 0.0078
Si 8.6155 7.7419 18.41 -0.0032 0.0012 0.0075
Si 8.6611 6.3491 13.6713 -0.0078 -0.0092 0.0082
Si 3.692 1.5522 14.7371 -0.0076 -0.0015 0.0068
Si 2.0617 5.7898 17.6571 0.0004 -0.0001 0.0122
Si 2.4115 3.1816 19.4977 -0.0002 0 0.0026
Si 9.649 9.0152 12.1485 -0.0114 0.0171 -0.0098
Si 1.3064 9.4486 22.0777 -0.0026 0.001 -0.0099
Si 9.0395 0.9704 13.1759 0.0013 0.0087 0.0057
Si 1.4482 5.1812 12.9121 -0.0163 0.0002 0.0029
Si 1.7085 8.4464 12.8544 -0.0093 0.0033 -0.0028
Si 6.6709 9.5964 22.4214 0.0002 0.0008 -0.0046
Si 4.4247 4.6117 15.7195 -0.0076 0.0012 0.0146
Si 8.1776 3.0288 9.5946 0.019 -0.0131 0.0083
Si 0.7918 8.293 19.2644 -0.0006 0.0046 0.004
Si 6.9553 1.3848 21.0724 -0.0032 -0.0031 -0.003
Si 8.1603 8.2537 9.6767 0.0333 0.0394 -0.0283
Si 10.8781 5.2767 15.5822 -0.0138 -0.0172 0.0202
Si 7.4588 9.4956 16.2724 -0.0037 0.0048 0.0179
Si 9.9178 2.1257 20.2481 -0.0049 -0.0002 -0.0041
B 3.0474 9.1174 10.2951 -0.0473 0.0393 0.0134
Si 6.6562 3.4156 17.4003 -0.0014 -0.007 0.008
Si 1.146 0.2522 19.804 -0.0032 0.0028 -0.0014
Si 3.1863 2.8207 12.2693 0.0085 -0.011 -0.0228
Si 7.1988 5.4373 19.6831 -0.0069 0.0005 0.0023
Si 5.5639 8.5951 11.4715 0.0343 -0.0094 0.0452
Si 5.6879 6.0299 13.2061 -0.0111 -0.0047 0.0031
Si 4.5576 9.7358 17.6539 -0.0013 0.0042 0.0081
Si 1.0156 3.6254 22.1698 -0.0044 0.0025 -0.0131
Si 4.8948 1.527 18.7947 0.0021 0.0009 0.0018
Si 3.2236 3.0561 9.4969 0.0068 0.0298 -0.0041
Si 6.3021 10.7799 13.7246 -0.0046 0.0056 0.011
Si 10.2202 0.1345 15.9649 0.0012 -0.0012 0.0073
Si 5.6478 3.6148 11.168 -0.022 -0.0245 -0.033
Si 9.7769 3.92 11.9249 -0.0086 -0.0048 -0.0195
Si 2.2268 9.9714 15.6313 -0.0039 0.0004 0.0161
Si 6.0485 8.1642 19.8043 -0.0041 0.0003 -0.0007
Si 6.9386 4.0023 22.3688 -0.0022 -0.0001 -0.0104
Si 9.7296 2.8352 17.3106 -0.0074 0.002 0.0083
O 7.0742 6.3174 14.0309 0.001 0.0077 -0.0076
O 1.841 7.1008 18.7074 -0.0041 -0.0021 -0.0046
O 10.3768 3.9698 16.3711 0.0136 0.0096 -0.0187
O 6.0657 9.9484 17.0197 0.0011 -0.0016 -0.0067
O 10.0073 0.7063 14.4562 -0.0085 0.0019 -0.0055
O 8.4191 6.1607 18.8437 0.0009 0.0016 -0.0036
O 5.0323 0.6513 14.3931 0.0008 -0.0003 -0.0007
O 5.7471 2.0731 17.523 -0.0006 0.0022 -0.0014
O 8.3322 1.9966 20.5003 0.0006 0.0036 0.0009
O 1.9423 4.3406 18.4328 -0.0026 0.0076 -0.0028
O 6.955 2.7534 10.6697 -0.0006 0.0038 0.0224
O 4.8222 2.6731 12.2167 0.0066 -0.0001 0.0082
O 5.9256 4.4435 16.3668 -0.0064 0.0059 -0.0026
O 4.5795 3.9044 9.9299 0.0208 -0.0042 0.0109
O 10.6774 2.8431 21.5054 -0.0001 0.004 0.0064
O 9.6482 6.1762 14.978 -0.0004 -0.0002 -0.0101
O 5.9886 6.5285 19.8442 -0.0018 0.0011 0.0014
O 4.0541 0.2266 18.2874 -0.0041 -0.0016 -0.0026
O 9.1343 10.5637 12.2418 0.0037 -0.0184 0.0049
O 2.8288 4.3894 12.5813 -0.0059 0.013 0.0132
O 1.8819 10.7362 21.2125 -0.0024 -0.0002 0.0039
O 3.9915 2.78 19.3472 -0.0015 0.0038 0.0004
O 0.6071 10.0774 16.0066 -0.0006 0.0003 -0.0064
O 1.2488 9.8441 18.8401 -0.0038 0.0001 -0.0014
O 1.7098 1.703 19.2794 -0.0034 -0.0009 0.0015
O 8.8023 10.4172 16.4689 -0.0058 -0.0031 -0.0042
O 4.818 8.6283 18.8309 -0.0047 0.0021 0.0006
O 9.4721 8.6749 10.5612 -0.0323 -0.0217 -0.0084
O 6.7128 4.1345 18.8568 -0.0053 0.0017 -0.0006
O 2.7397 1.7824 13.4159 -0.011 0.0013 0.0027
O 5.8349 8.8063 21.2746 -0.0011 0.0031 0.0042
O 2.5404 2.4044 10.8367 0.0082 -0.0038 -0.0092
O 7.6127 4.8875 21.1649 -0.0025 -0.001 0.0063
O 5.0959 7.4095 12.5204 -0.0017 -0.0015 -0.0038
O 0.2091 9.0249 12.7304 0.0104 -0.0083 0.0054
O 7.4318 1.0277 13.5097 -0.0015 -0.0056 0.0005
O 6.9835 9.6173 14.6983 -0.0071 0.0036 -0.0101
O 8.9047 5.0419 12.7208 -0.0069 0.0064 0.005
O 8.0249 8.0497 16.8797 -0.0042 0.001 -0.0066
O 6.2208 2.6029 21.8927 -0.0011 0.0033 0.0036
O 2.3447 9.0935 14.229 -0.0047 0.0007 -0.0084
O 0.3573 4.5218 11.8872 0.0023 0.0038 0.0138
O 0.7596 8.3598 20.9346 -0.0026 0.0017 0.0028
O 9.3437 3.8583 10.3613 -0.0139 0.0015 0.0192
O 9.5544 2.4015 12.5422 -0.0047 -0.0057 0.005
O 7.5795 8.6115 19.358 -0.0021 0.0026 -0.0027
O 2.4508 8.9809 11.52 -0.0073 0.0028 0.0019
O 3.9092 3.0552 15.4051 -0.0025 -0.0035 -0.0063
O 0.9481 4.7827 14.4062 -0.002 0.0211 0.0023
O 10.032 3.0689 18.9027 -0.0002 0.0042 -0.0036
O 8.9075 7.8151 12.9884 -0.0017 0.0045 0.0032
O 10.4945 0.6 20.0498 -0.0018 0.005 0.0032
O 6.0023 4.9943 11.9616 0.0058 0.0176 0.0102
O 8.1338 2.9094 16.9521 0.0017 0.0047 -0.0027
O 3.4295 5.5107 16.7176 -0.0001 -0.0007 -0.0023
O 4.4316 8.9276 10.2867 -0.036 0.0037 -0.0541
O 1.6792 6.799 12.8211 -0.0079 -0.0007 -0.0005
O 4.635 5.4665 14.3323 0.0037 0.008 -0.0129
O 2.0754 3.8751 20.9436 -0.0005 0.0032 0.0006
O 10.4345 1.4097 16.9528 -0.0071 0.0035 0.0009
O 0.8259 6.1324 16.6402 -0.0049 -0.0055 -0.0109
O 7.3612 10.9846 21.9066 -0.0025 -0.0002 0.0032
O 5.9106 0.9429 19.9202 -0.0028 0.0038 0.0021
O 5.8746 9.9694 12.3446 -0.0042 -0.0037 -0.0073
O 2.7333 0.592 15.6314 -0.0009 0.0079 -0.0037
O 6.8891 7.9904 10.6898 -0.0004 0.0037 -0.0107
O 10.1991 8.0775 18.6659 -0.0044 0.0028 0
O 3.3272 9.2445 16.6571 -0.0097 -0.0012 -0.0059

Results
free energy: -135978.490 eV
free energy less fixed offsets of B -154.04, O -568.88, Si -635.61 eV per atom: -1.810 eV

The program warned: the cutoff lies below the one the program advises for these potential files; the exchange-correlation potential is rough where the density is thin.
